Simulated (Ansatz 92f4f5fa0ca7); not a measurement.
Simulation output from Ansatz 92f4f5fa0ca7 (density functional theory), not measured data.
Periodic cell of 184 atoms, Si120O64, from a study of silicon, its oxide and their interface. The atomic structure is a simulated model.
This geometry differs little from another in the collection (a relaxation step or a small displacement).

Settings: functional r2SCAN; potential files Ansatz PAW; basis plane waves; wave-function cutoff 800 eV; density cutoff ratio 5; exchange-correlation grid ratio 1; k mesh 1 x 1 x 1, shifted by 0.5 0.5 0 of a step; self-consistency stop 1e-10 eV per atom in the density residual; occupations fixed; spin none; net charge 0.

Cell vectors (angstrom)
a, 10.887, 0, 0
b, 0, 10.887, 0
c, 0, 0, 27.4457

Atoms and the computed forces on them: element, x, y, z (angstrom), force x, y, z (eV/angstrom)
Si, -2.747, 0.0173, 2.8869, -0.0065, 0.0045, 0.0057
Si, 8.1443, 2.8619, -0.06, 0.0028, -0.0009, -0.0072
Si, -9.3738, 1.477, 1.4806, -0.0028, 0.0008, -0.0057
Si, 12.8603, 3.003, -1.9759, -0.0025, 0.0001, -0.0435
Si, 9.664, 0.0951, -4.2303, -0.0038, -0.0031, -0.0313
Si, 15.0528, 4.2058, 1.2517, -0.0067, -0.007, 0.0057
Si, 2.8754, 5.6474, 2.6612, -0.0064, -0.0095, -0.0012
Si, 10.7109, 6.7595, -1.9735, -0.0072, -0.0018, -0.017
Si, 2.1903, 3.3989, 0.2898, -0.0012, 0.0032, 0.0108
Si, 8.2625, 5.4169, 2.8024, 0.0079, 0.0026, -0.0031
Si, 1.6741, -0.2886, -5.2628, -0.0005, 0, -0.0155
Si, 3.8327, 9.5072, -0.9686, 0.0146, 0.0028, -0.0399
Si, 5.3623, 2.7355, 2.7205, 0.0009, 0.0037, -0.0084
Si, 7.0513, 6.708, 1.282, 0.0014, 0.0004, -0.0041
Si, -0.2661, 6.9967, -9.0907, 0.0071, -0.005, 0.0243
Si, 20.4394, 3.9621, 1.5185, -0.002, -0.0104, 0.0036
Si, 0.0412, 2.6642, 2.8687, 0.0042, 0.0097, -0.0023
Si, 2.9405, 0.0584, 2.6767, -0.0002, -0.0007, 0.0025
Si, -0.0701, 8.2149, 2.7634, -0.0037, 0.0018, -0.0098
Si, 1.4022, 7.0426, 1.3761, 0.0086, 0.0119, -0.0081
Si, 1.591, -2.069, -0.4198, -0.0146, -0.0027, -0.0031
Si, 10.3216, 1.2276, -1.5335, -0.0073, 0.0049, -0.0285
Si, 5.6369, 8.227, 2.5497, 0.0037, -0.0043, 0.0009
Si, -1.318, 9.75, 1.4511, 0.0097, -0.0064, -0.0077
Si, 1.4466, 4.1787, 4.0389, 0.0045, -0.0052, -0.0004
Si, 4.1088, 1.401, 4.1919, -0.0043, -0.0002, 0.0029
Si, 1.4258, 9.5857, 3.9815, -0.0028, 0.0031, -0.0024
Si, 4.2214, 6.9446, 4.009, 0.0001, 0.0057, 0.0008
Si, 6.8055, 4.0708, 4.0534, -0.0016, -0.0014, -0.0037
Si, 9.5301, 1.3659, 4.1892, 0.004, -0.0025, 0.0019
Si, 6.8615, 9.4596, 4.1698, -0.0037, -0.004, -0.007
Si, 9.561, 6.8048, 4.1722, -0.0037, -0.0047, -0.0004
Si, 0.0485, -0.0129, 5.4269, -0.0031, -0.0021, 0.0022
Si, 2.7185, 2.7772, 5.4805, -0.0036, 0.0009, -0.0001
Si, 0.0606, 5.4478, 5.4811, 0.0016, -0.0036, -0.0015
Si, 2.7608, 8.2159, 5.3648, 0.0046, 0.0009, -0.0038
Si, 5.4796, -0.0133, 5.4925, 0.0008, -0.0024, -0.0045
Si, 8.1495, 2.7347, 5.4611, -0.0036, -0.002, 0.0005
Si, 5.4688, 5.4807, 5.381, 0.0015, 0.001, -0.0008
Si, 8.1858, 8.1212, 5.5471, -0.001, 0.002, -0.0012
Si, 1.335, 1.3715, 6.8033, -0.0018, 0.0009, 0
Si, 4.1149, 4.152, 6.7832, 0.0017, -0.0001, -0.0015
Si, 1.4276, 6.8492, 6.7837, -0.0005, -0.0012, 0.0006
Si, 4.0496, 9.5302, 6.8065, 0.0027, -0.0012, -0.0024
Si, 6.8382, 1.3655, 6.8372, 0.0009, 0.0003, -0.0013
Si, 9.5235, 4.0619, 6.8038, 0.0031, 0.0013, -0.0025
Si, 6.7766, 6.7592, 6.8411, -0.0006, 0.0023, -0.0007
Si, 9.5816, 9.5282, 6.8077, 0.0019, 0.0007, 0.0004
Si, -0.0422, 2.682, 8.1801, -0.0009, 0.0008, 0.0006
Si, 2.6655, -0.0193, 8.1569, -0.0042, -0.0026, -0.0027
Si, 0.0371, 8.1759, 8.1595, 0.0013, 0.0009, 0.0001
Si, 2.7534, 5.4842, 8.1717, 0.0009, 0, 0.0014
Si, 5.4501, 2.7614, 8.1355, 0.0013, 0.0033, 0.0009
Si, 8.2051, -0.015, 8.1701, -0.0011, -0.0001, -0.0003
Si, 5.3649, 8.1185, 8.1622, -0.0041, -0.0014, 0.0004
Si, 8.1308, 5.3755, 8.1632, -0.0023, -0.0055, 0.0006
Si, 1.3526, 4.0844, 9.4374, -0.0031, -0.0044, -0.0035
Si, 4.0354, 1.3924, 9.3928, -0.0039, 0.0021, 0.0019
Si, 1.3394, 9.5134, 9.6074, 0.0026, 0.0015, 0.0002
Si, 4.036, 6.8139, 9.6491, 0.0014, 0.0028, 0.0018
Si, 6.7699, 4.0646, 9.5991, 0.0022, 0.0006, 0.0027
Si, 9.5264, 1.3123, 9.6068, -0.0003, 0.0032, 0.0017
Si, 6.7624, 9.4924, 9.4147, 0.0016, 0.0008, -0.0014
Si, 9.5173, 6.7669, 9.4, 0.0008, -0.0002, 0.0026
Si, -0.0225, -0.0608, 11.026, 0.0017, 0.0012, -0.0001
Si, 2.6713, 2.6892, 10.7758, -0.0001, -0.0025, 0.0042
Si, -0.0138, 5.4444, 10.7541, 0.0026, 0.0036, 0.0057
Si, 2.6466, 8.1685, 11.0585, 0.0013, 0.0007, 0.0038
Si, 5.3735, 0.0097, 10.6766, -0.0009, 0.0024, 0.0066
Si, 8.1347, 2.671, 10.9361, -0.0009, -0.0004, -0.0012
Si, 5.3756, 5.4053, 11.01, 0.0012, 0.0021, 0.0024
Si, 8.0729, 8.0426, 10.7007, -0.0018, -0.0034, 0.0149
Si, 1.4062, 1.3946, 12.3015, 0.0039, -0.0029, -0.0021
Si, 3.9549, 3.97, 12.2675, 0.0001, -0.0009, -0.0056
Si, 5.8313, 8.679, 13.3953, -0.0062, -0.0011, -0.0011
Si, 4.0782, 9.6796, 12.2088, -0.0039, 0.0006, -0.0044
Si, 6.6779, 1.2642, 12.1458, -0.0069, 0.0017, -0.0025
Si, 9.5613, 4.1005, 12.1397, -0.0037, -0.0028, 0.0028
Si, 8.5342, 5.731, 13.5008, 0.0006, 0.0013, 0.0015
Si, 10.1799, 7.5133, 13.4667, 0.0058, -0.0025, -0.0006
Si, 0.3967, 3.1699, 13.4566, 0.0031, 0.0039, -0.0028
Si, 3.2272, 0.5684, 13.5872, -0.0012, -0.0022, -0.0067
Si, -1.5024, 9.3055, 12.1218, 0.0006, -0.0017, 0.0003
Si, 1.2233, 6.694, 12.3518, 0.0002, 0.0028, -0.0014
Si, 4.8112, 2.304, 21.8659, 0.002, 0.0089, -0.0136
Si, 7.5505, -0.6288, 13.1928, 0.0032, 0.0032, -0.005
Si, 13.5283, 6.171, 18.9051, -0.0012, 0.0023, 0.023
Si, 6.79, 6.8019, 12.2843, -0.0019, 0.0042, -0.0058
Si, 4.8557, 8.3854, 15.5174, -0.0108, -0.0089, 0.023
Si, 5.3794, -10.7765, 20.027, -0.0071, 0.0021, 0.0108
Si, 3.7795, 5.5462, 16.0039, 0.0052, 0.0043, 0.0201
Si, 3.5777, 8.6031, 20.6308, -0.0007, 0.0026, -0.0026
Si, 5.0137, 2.2494, 13.4987, 0.0016, 0.003, 0.0014
Si, 7.0633, 4.3682, 21.1181, 0.0012, -0.0025, 0.0079
Si, 2.1316, 4.8494, 13.5371, -0.0017, 0, 0.0136
Si, 7.9202, 5.5201, 18.3983, 0.0005, -0.001, 0.0255
Si, 20.8499, -30.0339, 15.3367, 0.0067, -0.0185, 0.0234
Si, 5.9503, -5.7527, 27.3771, 0.0038, -0.0024, -0.0139
Si, -4.4581, 0.9622, 29.0263, 0.0004, 0.0027, -0.0114
Si, 8.1814, -6.592, 15.4175, 0.0077, 0.015, 0.0326
Si, -37.5751, 11.7116, 17.0689, 0.0016, -0.0008, 0.0253
Si, 42.1938, 20.5208, 18.946, 0.0012, 0.0012, 0.0132
Si, -3.132, -1.1952, 21.4625, -0.0044, 0.0038, -0.003
Si, -4.8736, 18.1139, 22.1236, 0.002, -0.0038, 0.0035
Si, -20.6035, 13.1737, 20.3286, 0.0008, 0.0082, 0.009
Si, 0.5913, 0.9801, 17.6006, 0.002, -0.0012, 0.0317
Si, 20.6, 24.7847, 22.0264, -0.0019, -0.001, -0.0122
Si, 11.7003, 15.7874, 23.4271, -0.0035, -0.0045, -0.0273
Si, -4.9126, 3.3008, 15.4354, -0.0216, 0.0059, 0.0209
Si, -7.1235, 33.5123, 24.2579, -0.0005, -0.0018, -0.0353
Si, 8.3922, 10.812, 15.2135, 0.0037, 0.0153, 0.0374
Si, 0.323, -0.0649, 27.6668, 0.0061, -0.0015, 0.0044
Si, -8.4176, 14.9738, 21.0923, 0.0012, -0.006, -0.0038
Si, 18.1476, 8.1057, 17.2899, 0.005, 0.0008, 0.033
Si, 3.1188, -11.0017, 15.8744, -0.0016, -0.0002, 0.0258
Si, 0.47, -16.7072, 27.8915, 0.0054, -0.0085, -0.0126
Si, -12.1032, 29.9326, 15.6368, -0.0094, -0.0034, 0.0306
Si, 8.1336, 7.8302, 26.921, 0.0043, -0.0042, -0.0262
Si, 4.7221, 10.0595, 28.7141, 0.0009, -0.0005, 0.0036
Si, 16.5502, 7.3551, 25.3149, 0.0007, 0.0092, -0.0354
O, -5.3473, -5.0182, -1.481, -0.0006, -0.0046, 0.018
O, 1.0462, -15.6409, -8.7821, -0.0039, 0.0036, -0.0049
O, 10.7462, 12.9824, -10.7711, -0.0258, 0.0155, -0.0351
O, 6.3703, -5.1732, -5.7612, -0.0012, 0.0064, 0.0012
O, 6.0856, 0.4997, -8.8087, -0.0007, 0.0073, -0.0152
O, 23.6143, -6.5584, -2.906, 0.0063, -0.0135, 0.0235
O, 9.741, -21.5781, -2.6286, 0.0104, 0.0056, 0.027
O, -2.7795, -3.1899, -11.4956, 0.0042, 0.004, -0.0217
O, 5.8103, -24.0082, -10.6193, -0.0067, -0.0015, -0.0199
O, 10.366, 43.5194, -9.1799, 0.0058, 0.005, -0.0102
O, 12.4785, 11.8733, -6.2421, -0.0016, -0.006, 0.0032
O, -1.5679, 1.5546, -4.8483, 0.0019, -0.0028, 0.0067
O, 14.3243, 9.1644, -11.6384, 0.0076, -0.0078, -0.0085
O, 12.5218, 5.1301, -5.4015, -0.0026, 0.0002, 0.013
O, 20.0656, 13.2432, -1.2103, 0.0012, 0.0065, 0.0105
O, -1.8065, 23.1156, -12.5907, -0.0124, -0.012, 0.0002
O, 6.2116, 2.3871, 16.7756, -0.0011, -0.0008, -0.0111
O, -4.3711, 10.6696, 21.1255, -0.0008, 0.0017, -0.0037
O, 27.9405, -18.6825, 21.5151, -0.0031, -0.0045, 0.0016
O, -3.6938, 8.1722, 21.5193, -0.0045, -0.0038, 0.0075
O, -10.2066, 2.0365, 25.2458, -0.0066, -0.0057, 0.0165
O, 24.1472, 20.2064, 21.4595, -0.0002, 0.0016, 0.0036
O, 6.9498, -14.9641, 18.2097, 0.0016, 0.0054, -0.0062
O, 21.4548, -2.4872, 19.1609, -0.0019, -0.0015, -0.0114
O, 13.8735, -25.0447, 19.5107, -0.0041, -0.004, -0.0068
O, -10.7979, 16.309, 26.3347, 0.0021, 0.0071, 0.0147
O, 32.2894, 13.6255, 20.6384, -0.002, -0.0016, 0.0034
O, -2.4775, 20.9064, 22.8934, 0.0039, -0.0003, 0.0082
O, 18.1765, 37.2067, 19.5172, 0.0018, 0.0033, -0.0107
O, -1.6918, 7.1972, 25.8525, 0.0081, -0.001, 0.0148
O, 29.858, -6.0836, 16.9768, 0.0027, -0.0104, -0.0442
O, 3.2754, -8.6826, 24.9639, -0.0072, 0.0093, 0.0203
O, -24.4416, -12.6506, 18.1162, -0.0041, -0.0043, -0.0093
O, -14.5753, 10.9593, 16.3139, 0.0144, 0.0004, -0.0363
O, -12.3898, -4.8194, 18.8204, -0.0026, 0.0018, -0.0106
O, 4.8629, 15.2562, 15.9577, 0.0123, -0.0105, -0.015
O, 15.3506, 11.3849, 16.5711, 0.0019, 0.0047, -0.0042
O, 12.1903, 12.7188, 18.7782, -0.0012, -0.0069, -0.0153
O, -17.2743, 12.2287, 20.5953, 0.0123, -0.0093, -0.0051
O, 11.0409, -0.576, 22.661, -0.0013, 0.001, 0.0089
O, 33.4828, -13.7757, 25.8037, -0.0034, 0.0002, 0.0129
O, -12.8416, -0.8777, 20.3909, 0, -0.002, 0.0006
O, -3.6479, -9.3461, 27.7079, -0.0015, -0.0065, 0.0034
O, 26.0048, 10.7345, 25.4469, -0.0014, -0.0147, 0.019
O, 15.1974, -13.6252, 25.6985, -0.0072, 0.0133, 0.0272
O, -6.396, -4.0614, 15.3422, -0.004, 0.0074, -0.0069
O, -7.2543, -18.3719, 22.0046, 0.0016, -0.0011, 0.0068
O, 2.4751, 5.1506, 15.1298, 0.0068, -0.0002, -0.0116
O, -13.2789, 14.9154, 21.7719, -0.0013, -0.0007, 0.0027
O, 2.5771, 0.0904, 23.4681, 0.0064, 0.0008, 0.0103
O, -2.15, 9.1662, 27.5894, -0.0047, 0.001, 0.0165
O, 3.1065, 4.9937, 19.9085, 0.0004, 0.0054, -0.0066
O, -11.1995, 18.313, 16.7783, -0.0046, 0.011, -0.0327
O, -6.3125, 29.5227, 21.5841, 0.0057, 0.0024, 0.003
O, 21.8669, 6.2711, 23.941, -0.0021, 0.0063, 0.0201
O, 26.6714, 1.3606, 23.1971, -0.0032, -0.005, 0.0112
O, 7.0691, 4.0058, 26.9264, -0.0018, 0.0047, 0.0092
O, 9.5891, -1.0846, 15.7445, -0.0041, -0.0002, -0.0131
O, -4.0338, 19.1002, 26.0014, -0.0001, -0.0066, 0.0121
O, -7.5078, -15.8679, 17.5092, 0.0055, -0.004, -0.0263
O, -4.9648, 7.2674, 23.7344, -0.0066, 0.0007, 0.0249
O, 4.4178, 20.6114, 19.823, 0.0121, 0.0069, -0.0007
O, -0.2666, -7.1439, 23.1343, 0.0043, 0.0008, 0.0122
O, 12.6523, -10.6873, 16.7505, 0.0081, -0.0009, -0.014

Results
free energy: -113256.753 eV
free energy less fixed offsets of O -570.45, Si -639.56 eV per atom: -0.753 eV

The program warned: the cutoff lies below the one the program advises for these potential files; the forces do not sum to zero within the program's tolerance; empty levels may hold ghost states of the PAW files; the exchange-correlation potential is rough where the density is thin.
